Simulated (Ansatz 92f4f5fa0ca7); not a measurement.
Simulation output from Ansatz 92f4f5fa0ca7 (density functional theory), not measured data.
Periodic cell of 226 atoms, Si133O92P1, from a study of silicon, its oxide and their interface. The atomic structure is a simulated model.
Doubt: the cutoff is far below the 930 eV that the study's wrapper takes by default for these files, so forces and energies are approximate.
This geometry differs little from another in the collection (a relaxation step or a small displacement).

Settings: functional PBE; potential files Ansatz PAW; basis plane waves; wave-function cutoff 580 eV; density cutoff ratio 5; exchange-correlation grid ratio 1; k mesh 1 x 1 x 1, Gamma-centred; self-consistency stop 5e-08 eV per atom in the density residual; occupations fixed; spin none; net charge +1 e, with a uniform compensating background and no finite-size correction.

Cell vectors (angstrom)
a 10.938 0 0
b 0 10.938 0
c 0 0 31.9494

Atoms: element, x, y, z (angstrom)
Si 10.6258 0.0015 24.415
Si 5.0764 0.1214 24.6631
Si 2.8204 2.2908 24.5257
Si 8.5695 2.4401 24.5627
Si 10.7071 5.5848 24.3338
Si 5.1569 5.6146 24.4455
Si 2.9874 7.9574 24.4046
Si 8.4155 7.83 24.414
Si 1.2928 1.1293 25.8396
Si 6.815 1.3293 25.7374
Si 3.9829 4.0104 25.7268
Si 9.6873 4.0235 25.8599
Si 1.3363 6.7953 25.6669
Si 6.8021 6.7227 25.7504
Si 3.9987 9.4679 25.9617
Si 9.4803 9.4413 25.7987
Si 2.6323 -0.1326 27.2942
Si 8.1386 -0.0665 27.1424
Si 0.0804 2.6501 27.2148
Si 5.4493 2.7218 27.1074
Si 2.6647 5.416 27.105
Si 8.1868 5.3722 27.138
Si 0.0098 8.1537 27.128
Si 5.5114 8.1404 27.1834
Si 4.087 1.329 28.496
Si 9.5447 1.3115 28.5078
Si 1.3918 4.0661 28.5661
Si 6.8011 4.0615 28.5247
Si 4.0777 6.7758 28.4882
Si 9.5562 6.7858 28.4837
Si 1.2879 9.4777 28.6295
Si 6.8235 9.5393 28.5629
Si -0.044 -0.0254 29.9388
Si 5.4497 -0.0127 29.8969
Si 2.7762 2.7146 29.9061
Si 8.1851 2.7035 29.8704
Si -0.0167 5.442 29.8862
Si 5.4491 5.4488 29.8931
Si 2.7362 8.144 29.9095
Si 8.2225 8.1817 29.8869
Si 1.3718 1.3704 31.2518
Si 6.8241 1.3694 31.2567
Si 4.1128 4.0875 31.2949
Si 9.5461 4.0848 31.2454
Si 1.3533 6.8088 31.2703
Si 6.8218 6.8494 31.2417
Si 4.085 9.5612 31.2619
Si 9.5487 9.5478 31.3087
Si 2.7418 0.0184 0.6814
Si 8.193 0.031 0.6854
Si 0.0101 2.7554 0.6686
Si 5.4964 2.7434 0.7158
Si 2.7281 5.4712 0.6912
Si 8.2055 5.4978 0.6541
Si 0.0256 8.2066 0.7147
Si 5.4773 8.2307 0.6877
Si 4.1059 1.3887 2.0691
Si 9.6163 1.3756 2.0431
Si 1.3477 4.1317 2.0682
Si 6.8458 4.1819 2.0507
Si 4.0879 6.8634 2.0382
Si 9.5585 6.8495 2.0672
Si 1.3766 9.62 2.0665
Si 6.8299 9.6384 2.0531
Si 0.0258 0.039 3.4721
Si 5.4841 0.0524 3.4603
Si 2.723 2.7768 3.4068
Si 8.2559 2.8003 3.3459
Si 0.0157 5.5251 3.4802
Si 5.4611 5.5369 3.4264
Si 2.7323 8.2405 3.4057
Si 8.2397 8.3047 3.3836
Si 1.3717 1.4646 4.8283
Si 6.9148 1.4951 4.7482
Si 4.061 4.1605 4.765
P 9.5901 4.1015 4.7784
Si 1.3568 6.9782 4.8725
Si 6.8444 6.9905 4.71
Si 4.0964 9.578 4.8005
Si 9.6211 9.585 4.8429
Si 2.7557 0.0528 6.1437
Si 8.2955 0.1249 6.0914
Si 0.0129 2.8245 6.2874
Si 5.5069 2.8446 6.0848
Si 2.7719 5.6077 6.1496
Si 8.2735 5.6082 5.951
Si 0.0498 8.3346 6.3853
Si 5.5179 8.305 6.2289
Si 4.4216 1.1843 7.3433
Si 9.7887 1.1624 7.6209
Si 1.1855 4.5342 7.499
Si 6.6538 4.5331 7.246
Si 4.3441 6.7193 7.5518
Si 9.751 6.6347 7.5047
Si 1.2874 9.9686 7.7098
Si 6.7286 9.9711 7.4184
O 9.5876 1.2442 23.9875
O 4.1053 6.8069 23.9511
O 4.0119 1.2359 24.034
O 9.5336 6.6965 23.9036
O -0.0183 5.5611 8.0233
O 5.5725 0.1259 7.9026
O 0.0894 0.1465 8.126
O 5.5695 5.6301 7.8616
O 7.6498 3.9797 8.4079
O 8.6982 7.0547 8.7178
O 2.1846 9.4688 9.033
O 8.8858 1.6922 8.9158
O 7.6415 9.4906 8.702
O 3.6091 1.806 8.6162
O 3.589 7.235 8.9403
O 2.0373 3.9586 8.7857
O 8.1396 3.4997 23.3704
O 0.448 4.9256 22.9588
O 1.8951 2.7372 23.2458
O 5.8328 4.9113 23.118
O 5.5256 9.9747 23.5167
O 2.4462 8.6988 23.0287
O 0.1908 10.0655 23.0902
O 7.7853 8.5702 23.0753
Si 8.6626 7.6975 18.445
Si 8.7858 6.3533 13.6368
Si 3.8006 1.5376 14.7435
Si 2.1394 5.7487 17.6314
Si 2.4165 3.1422 19.4904
Si 9.8173 9.0201 12.0763
Si 1.3328 9.4222 22.0744
Si 9.1807 0.9499 13.189
Si 1.4218 5.0552 13.0377
Si 1.7972 8.2551 12.8246
Si 6.6466 9.5487 22.426
Si 4.5289 4.6017 15.7132
Si 8.2137 3.0384 9.5924
Si 0.8446 8.2448 19.2639
Si 6.9492 1.3471 21.0936
Si 8.2272 8.3154 9.6742
Si 10.8873 5.2095 15.6164
Si 7.5738 9.5 16.3225
Si 9.9301 2.051 20.2946
Si 3.2216 8.523 9.9262
Si 6.6967 3.3439 17.4075
Si 1.1682 0.2089 19.8022
Si 3.2291 2.8135 12.3104
Si 7.2226 5.3907 19.6821
Si 5.7502 8.6754 11.5513
Si 5.7817 6.0768 13.2053
Si 4.638 9.7025 17.6268
Si 1.0187 3.5929 22.1693
Si 4.8972 1.4819 18.8017
Si 3.1841 3.0723 9.5312
Si 6.4588 10.8204 13.7967
Si 10.3548 0.1138 15.9684
Si 5.6441 3.6738 11.1483
Si 9.8486 3.8932 11.92
Si 2.3482 9.9218 15.5532
Si 6.0782 8.1163 19.8009
Si 6.9377 3.9724 22.3723
Si 9.7521 2.776 17.3613
O 7.1945 6.3778 13.9709
O 1.8858 7.0576 18.6812
O 10.2808 4.0465 16.5338
O 6.1693 9.9597 17.0538
O 10.157 0.6768 14.453
O 8.4503 6.1145 18.8578
O 5.1794 0.6905 14.4313
O 5.7153 2.0538 17.5207
O 8.3476 1.9357 20.5587
O 1.9915 4.2985 18.4039
O 6.9444 2.8263 10.6083
O 4.8638 2.7083 12.2
O 6.0321 4.3927 16.3458
O 4.5412 3.9345 9.9244
O 10.6869 2.7701 21.5543
O 9.7257 6.1683 14.9686
O 6.0109 6.4807 19.8414
O 4.0838 0.1668 18.2827
O 9.2571 10.5433 12.2504
O 2.8529 4.3563 12.7144
O 1.9118 10.7069 21.2141
O 3.9938 2.7203 19.3848
O 0.7354 10.0395 15.9663
O 1.2822 9.8016 18.8391
O 1.7103 1.6645 19.2725
O 8.9441 10.3935 16.4982
O 4.8778 8.5777 18.792
O 9.5847 8.7252 10.4764
O 6.7538 4.0812 18.8563
O 2.8472 1.7111 13.4121
O 5.825 8.7657 21.2672
O 2.5265 2.4513 10.885
O 7.6212 4.8468 21.1727
O 5.21 7.4838 12.5534
O 0.4336 9.0616 12.4944
O 7.5905 1.054 13.5677
O 7.1157 9.6341 14.7467
O 8.9746 5.016 12.71
O 8.098 8.0385 16.9158
O 6.2168 2.572 21.9092
O 2.461 9.0704 14.1102
O 0.4274 4.4928 11.8675
O 0.8185 8.3153 20.9385
O 9.3927 3.8361 10.3573
O 9.6654 2.3718 12.5208
O 7.623 8.5597 19.3984
O 2.5534 8.174 11.3675
O 3.9806 3.0602 15.3727
O 0.827 4.4889 14.443
O 10.047 2.9888 18.9545
O 9.1416 7.7928 12.9316
O 10.5141 0.5313 20.0766
O 6.0193 5.0541 11.9255
O 8.1527 2.7375 17.007
O 3.5366 5.4797 16.7298
O 4.6732 9.1417 10.3838
O 1.5398 6.6755 13.182
O 4.7585 5.4913 14.3438
O 2.0479 3.8519 20.9238
O 10.5553 1.4187 16.9296
O 0.9519 6.0751 16.5546
O 7.3269 10.9502 21.9467
O 5.9312 0.9114 19.9191
O 6.0768 10.031 12.4052
O 2.8547 0.5434 15.6098
O 7.0463 8.015 10.7629
O 10.2478 8.0167 18.6928
O 3.451 9.1926 16.5785

Results
free energy: -137633.778 eV
free energy less fixed offsets of O -568.88, P -755.39, Si -635.61 eV per atom: -5.298 eV

Forces (eV/angstrom), in the order of the atoms: element, x, y, z
Si 0.0027 0.0086 0.0051
Si -0.0064 0.0026 0.0093
Si 0.0045 -0.0084 0.0068
Si 0.0046 -0.0022 0.0111
Si -0.0088 -0.0017 0.0038
Si 0.0026 0.0103 0.0077
Si 0.007 -0.0017 0.0145
Si 0.0029 -0.0096 -0.0032
Si -0.0034 0.0004 0.0099
Si 0.0028 0.0009 0.0015
Si -0.0001 -0.0002 0.004
Si 0.0005 -0.0016 0.0068
Si 0.0072 -0.0001 0.0001
Si -0.0031 -0.0015 0.0105
Si 0.0057 -0.0055 0.0042
Si 0.0037 0.0014 0.0049
Si 0.0032 0.0058 -0.0034
Si -0.005 -0.001 0.0008
Si 0.0016 -0.0007 -0.0055
Si 0.0023 0.0003 -0.0026
Si -0.0011 0.0012 0.0009
Si 0.0047 0.0026 -0.0064
Si -0.0082 -0.0041 -0.0002
Si -0.0042 -0.0006 -0.0068
Si -0.0042 -0.0015 0.0006
Si 0.0002 0.003 -0.0012
Si 0.0023 -0.0016 0.0052
Si -0.0021 -0.0009 -0.0005
Si -0.0004 -0.0006 -0.0036
Si 0.0001 -0.0001 -0.003
Si -0.0014 -0.0016 0.0127
Si 0.0031 0.0003 0.0033
Si -0.0078 -0.0053 -0.0007
Si 0.0027 0.0003 -0.0025
Si 0.0017 0.0072 -0.0028
Si -0.0007 -0.004 0.0016
Si 0.0025 -0.0025 -0.0002
Si -0.0027 -0.0043 0.0006
Si -0.0039 -0.0045 -0.0007
Si 0.0015 0.0062 -0.0015
Si 0.005 0.0008 0.0024
Si 0.0013 0.0005 0.0029
Si 0.0017 -0.0018 0.0026
Si -0.0005 0.0022 0.0013
Si 0.001 0.0023 0.0014
Si 0.0024 -0.0028 0.0022
Si 0.0006 0.0054 -0.0004
Si 0.0018 0.0006 0.0014
Si -0.0018 -0.0046 0.0039
Si -0.0003 0.0021 0.0029
Si -0.0056 0.0037 0.0061
Si 0.0009 0.0024 0.0009
Si -0.0016 -0.0035 0.0048
Si 0.001 -0.0016 0.0062
Si -0.004 -0.0032 0.0049
Si -0.0019 -0.0005 0.0032
Si -0.0015 0.0017 0.0021
Si -0.0031 0.0017 0.0002
Si 0.0093 -0.0035 0.0022
Si 0.0013 0.0033 -0.0002
Si 0.0053 -0.0026 0.0023
Si -0.0024 0.003 0.0011
Si 0.0022 0.0061 -0.0024
Si 0.0021 0.0029 0.0025
Si 0.0053 -0.0068 0.0134
Si 0.0023 -0.0009 -0.002
Si -0.0029 0.0029 0.0048
Si -0.0085 -0.0048 -0.0023
Si -0.0121 0.0023 -0.0192
Si -0.0001 -0.0049 0.012
Si -0.0098 0.0031 -0.004
Si -0.0045 -0.0124 0.0038
Si 0.0005 -0.0024 -0.0122
Si -0.0044 0 -0.0005
Si -0.0008 0.0052 -0.0093
P 0.0105 0.0176 -0.0016
Si 0.0142 -0.0022 -0.0033
Si -0.0039 0.0184 -0.0248
Si 0.0048 -0.0038 0.0032
Si 0.002 0.0115 -0.0083
Si 0.0047 0.0021 -0.0151
Si -0.0059 -0.0031 0.0005
Si -0.0119 -0.0278 -0.0136
Si -0.0008 0.0001 -0.0157
Si 0.0193 -0.0082 -0.0026
Si -0.0064 -0.0076 -0.0233
Si -0.0161 -0.0004 -0.0154
Si -0.0026 -0.0013 0.0058
Si 0.0269 -0.0067 -0.0194
Si 0.0019 0.0212 -0.0053
Si 0.0274 -0.0174 0.0223
Si -0.0223 0.0131 0.0055
Si 0.0021 0.0019 -0.0342
Si -0.0016 0.0034 0.0201
Si -0.0004 0.017 0.0317
Si 0.0051 0.0054 -0.0315
O -0.0056 -0.0056 -0.0026
O -0.0072 -0.002 -0.0031
O 0.0015 0.0014 -0.0026
O 0.0015 0.0025 0.0045
O -0.0222 0.0223 -0.0145
O -0.0125 -0.0025 0.0153
O 0.0134 -0.0252 -0.0103
O 0.0069 -0.0021 0.0103
O 0.0176 -0.0234 0.0216
O -0.0005 0.0101 0.0109
O 0.0031 -0.0052 0.0013
O -0.0063 0.0041 0.0116
O 0.0147 -0.015 0.0249
O -0.0112 -0.0003 0.0105
O -0.0107 0.0135 0.0257
O -0.004 0.0084 -0.0004
O -0.0113 0.01 -0.0145
O 0.007 -0.0084 -0.0071
O -0.0119 0.0112 -0.0157
O 0.0097 -0.0099 -0.0084
O 0.0112 -0.0083 -0.0145
O -0.0103 0.009 -0.0153
O 0.0088 -0.0073 -0.0117
O -0.0084 0.0089 -0.0044
Si -0.0008 0 -0.0063
Si -0.003 0.0008 0.0127
Si -0.0017 0.001 0.0067
Si -0.0023 -0.0019 -0.0038
Si -0.0049 0.0029 -0.0035
Si -0.0016 -0.0016 0.0074
Si 0.0005 0.0004 0.0188
Si -0.0006 0.0039 0.0117
Si 0.0043 -0.0002 0.0119
Si 0.0029 -0.0022 0.0033
Si 0.0012 -0.0023 0.0123
Si 0.0006 0.0023 0.0018
Si 0.0042 -0.0105 -0.0276
Si 0.001 0.0046 -0.001
Si 0.0031 0.0001 -0.0024
Si -0.0082 -0.0009 -0.0283
Si 0.0009 0.0001 0.0008
Si -0.0004 -0.0012 0.0014
Si -0.0005 0.0014 -0.0036
Si -0.0017 -0.0106 -0.0296
Si -0.0005 0.0015 0.0006
Si 0.0009 -0.0035 -0.0063
Si 0.0014 0.0003 0.0031
Si 0.0015 -0.005 -0.002
Si 0.0033 -0.005 0.0005
Si 0.0014 0.0004 0.0072
Si -0.0014 -0.0019 -0.0013
Si 0.0029 0.006 0.0182
Si 0.003 -0.0009 -0.0045
Si -0.0117 0.0115 -0.017
Si -0.0003 -0.0005 0.0079
Si 0.0015 0.0033 -0.0004
Si 0.0029 -0.0057 -0.0026
Si -0.0051 -0.0037 -0.0001
Si -0.0003 -0.0023 0.0016
Si -0.0012 0.0045 -0.0026
Si -0.0006 0.0026 0.014
Si 0.0027 0.0003 0.0023
O 0.0035 0.0002 -0.0064
O 0.0017 -0.0039 0.0042
O -0.0018 -0.0027 0.0007
O 0.001 -0.0013 -0.0013
O 0.0034 -0.0039 0.0008
O 0.0015 0.0019 0.004
O -0.002 0.0008 -0.0049
O 0.0013 0.001 -0.0006
O 0.0046 0 0.0052
O 0.001 0.0045 0.0008
O -0.015 0.0041 0.0036
O -0.0045 -0.0039 -0.003
O 0.0018 -0.0005 -0.002
O 0.0135 0.002 0.008
O -0.008 -0.0079 -0.0017
O 0.0049 -0.0021 -0.0003
O 0 0 0.0065
O 0.0004 -0.0013 0.0038
O 0.0004 0.0051 -0.007
O -0.0042 0.005 -0.0073
O -0.0004 0.0076 -0.0049
O 0.0015 -0.0018 0.006
O -0.0013 0.0005 -0.0023
O -0.0001 -0.0015 0.0021
O 0.0014 0.0006 0.0054
O -0.0014 -0.0016 -0.0003
O -0.0025 0.0011 0.0015
O 0.0107 0.0046 0.0085
O -0.0007 -0.0041 0.0009
O 0.0019 -0.0043 -0.0007
O -0.0041 -0.0101 -0.0096
O -0.0018 -0.0034 0.0206
O 0.0029 0.0089 -0.0093
O -0.0001 -0.0059 -0.0044
O 0.0028 -0.0003 -0.009
O -0.0012 -0.002 -0.0085
O 0.0027 -0.0023 0.0001
O -0.0023 0.0091 -0.0032
O -0.0011 0.0016 -0.0024
O -0.0002 -0.009 0.0017
O 0.002 0.0063 0.0021
O 0.0035 0.002 -0.0063
O -0.0029 -0.007 -0.0093
O 0.0123 0.0083 0.0139
O 0.0001 -0.0062 -0.0054
O 0.0037 -0.0016 0.006
O -0.0126 -0.0003 0.0175
O 0.0007 0.0017 -0.0032
O -0.0043 -0.0008 0.0002
O -0.0003 0.003 -0.0035
O -0.0011 -0.0064 -0.0055
O 0.002 -0.0011 0.0064
O 0 0.0113 0.0004
O -0.0006 0.0003 -0.0004
O -0.0007 0.0007 0.0008
O 0.0083 0.0021 0.0032
O -0.0014 -0.002 -0.0093
O -0.0034 -0.0047 0
O 0.0082 -0.0034 -0.0086
O -0.0006 0.0003 0.0002
O 0.0008 0.0001 0.0001
O 0.0006 0.009 0.0015
O -0.009 -0.0013 -0.0022
O 0.0034 0.0106 0.0011
O -0.0012 -0.0017 -0.0023
O -0.0136 0.0009 0.0059
O -0.0032 -0.0021 0.0045
O 0.002 -0.0003 -0.0008

The program warned: the cutoff lies below the one the program advises for these potential files; the forces do not sum to zero within the program's tolerance; the exchange-correlation potential is rough where the density is thin.
